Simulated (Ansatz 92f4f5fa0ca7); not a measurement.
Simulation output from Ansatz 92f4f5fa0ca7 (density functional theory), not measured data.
Periodic cell of 215 atoms, Si131O82P2, from a study of silicon, its oxide and their interface. The atomic structure is a simulated model.
Doubt: the cutoff is far below the 930 eV that the study's wrapper takes by default for these files, so forces and energies are approximate.

Settings: functional PBE; potential files Ansatz PAW; basis plane waves; wave-function cutoff 580 eV; density cutoff ratio 5; exchange-correlation grid ratio 1; k mesh 1 x 1 x 1, Gamma-centred; self-consistency stop 5e-08 eV per atom in the density residual; occupations fixed; spin none; net charge 0.

Cell vectors (angstrom)
a	10.938	0	0
b	0	10.938	0
c	0	0	31.5432

Atoms and the computed forces on them: element, x, y, z (angstrom), force x, y, z (eV/angstrom)
Si	10.4412	0.5476	24.2553	-0.0436	-0.0249	-0.0382
P	6.0528	10.5114	24.3418	-0.0033	0.0207	-0.0544
Si	2.1237	3.3005	24.0586	0.0277	-0.0284	-0.0131
Si	8.7283	2.271	24.3145	0.034	-0.0274	-0.0518
Si	0.4855	5.113	24.1242	-0.0555	0.0166	-0.0417
Si	5.1417	5.9315	24.2026	0.0666	0.0254	0.0281
Si	3.4784	7.6932	24.1622	0.0071	-0.0527	-0.0519
P	7.9486	8.7663	23.6757	0.2596	0.0555	-0.3231
Si	1.322	1.5041	25.4166	-0.0316	-0.0077	-0.0107
Si	6.89	1.3653	25.5114	-0.022	-0.0405	0.0279
Si	4.0319	4.1568	25.3142	-0.013	-0.0053	-0.0332
Si	9.6712	4.1271	25.426	0.0013	0.0176	0.0145
Si	1.5104	6.8717	25.3209	-0.0095	-0.0077	0.0188
Si	6.963	7.0398	25.2645	-0.0895	-0.0494	-0.051
Si	4.2112	9.5953	25.3984	0.0183	0.018	0.0215
Si	9.4353	9.6269	25.318	-0.0048	-0.0076	0.0289
Si	2.7342	0.0448	26.6569	-0.0043	0.0405	-0.026
Si	8.1983	-0.0303	26.8858	0.0743	-0.0103	0.0414
Si	0.0118	2.7867	26.8971	0.0022	-0.0105	0.0405
Si	5.4213	2.7875	26.6835	-0.051	-0.004	-0.0328
Si	2.7319	5.4738	26.8058	0.0169	0.0191	0.0447
Si	8.2176	5.5453	26.6348	-0.017	-0.0149	0.0486
Si	0.0042	8.2385	26.592	-0.0414	0.0282	-0.0418
Si	5.5528	8.2196	26.7883	-0.0178	-0.0787	0.0804
Si	4.1038	1.3785	28.0743	0.0092	-0.0006	0.0219
Si	9.5686	1.3869	28.1964	-0.014	-0.0167	-0.0561
Si	1.3879	4.1378	28.2142	-0.013	-0.0085	-0.0574
Si	6.8238	4.1555	28.0358	0.0766	0.0181	0.0349
Si	4.1183	6.8472	28.128	0.0163	0.0856	-0.0209
Si	9.6077	6.8606	28.0405	0.0141	-0.0264	0.0251
Si	1.3579	9.6017	28.0266	-0.018	-0.0283	0.0523
Si	6.8398	9.5547	28.2245	-0.0139	0.0251	-0.0436
Si	0.0138	-0.0075	29.4922	0.0057	-0.0076	-0.0184
Si	5.4502	0.0187	29.4987	0.0007	0.0004	0.0271
Si	2.7532	2.7238	29.5008	-0.013	0.0104	0.0069
Si	8.164	2.7743	29.4798	-0.0192	-0.0042	-0.0109
Si	-0.0171	5.5015	29.4986	-0.0035	-0.0013	0.0227
Si	5.4739	5.4761	29.4862	0.0045	-0.009	-0.0277
Si	2.7179	8.2313	29.4588	0.0079	-0.0578	-0.0194
Si	8.241	8.1744	29.4986	0.0083	0.0082	0.006
Si	1.3673	1.3673	30.8594	0.1286	-0.0742	0.0555
Si	6.8362	1.3673	30.8594	-0.149	0.1609	-0.0752
Si	4.1018	4.1018	30.8594	0.1798	-0.0503	0.0298
Si	9.5708	4.1018	30.8594	-0.152	0.1406	-0.1339
Si	1.3673	6.8362	30.8594	-0.0034	0.2449	-0.1357
Si	6.8362	6.8362	30.8594	0.1284	-0.0999	0.0431
Si	4.1018	9.5708	30.8594	-0.1771	0.1041	-0.1211
Si	9.5708	9.5708	30.8594	0.1299	-0.0851	0.0699
Si	2.7345	0	0.6835	0.0859	-0.1281	0.0743
Si	8.2035	0	0.6835	-0.1655	0.0449	-0.0646
Si	0	2.7345	0.6835	-0.163	0.1301	-0.0355
Si	5.469	2.7345	0.6835	0.0958	-0.1142	0.063
Si	2.7345	5.469	0.6835	-0.1562	0.1196	-0.0525
Si	8.2035	5.469	0.6835	0.0895	-0.1898	0.1074
Si	0	8.2035	0.6835	0.1982	-0.0965	0.0759
Si	5.469	8.2035	0.6835	-0.0223	0.1538	-0.0592
Si	4.1144	1.3503	2.0534	0.004	0.0023	-0.0053
Si	9.5422	1.3829	2.0398	-0.0013	0.0098	-0.0013
Si	1.3313	4.1335	2.0534	-0.0005	0.0057	0.0067
Si	6.8552	4.0721	2.055	0.0054	0.002	-0.0105
Si	4.0803	6.8605	2.0371	-0.0078	0.0042	-0.0012
Si	9.5916	6.8149	2.0512	0.0071	0.0007	-0.0012
Si	1.3801	9.5574	2.0568	-0.0022	0.0018	-0.011
Si	6.8274	9.5765	2.0631	0.0136	-0.0049	0.0119
Si	-0.038	-0.0095	3.3442	0.027	-0.0056	0.0485
Si	5.4668	-0.0086	3.4863	-0.002	0.0024	-0.0164
Si	2.7007	2.7262	3.3383	0.0119	0.0017	0.059
Si	8.1932	2.6997	3.4934	-0.0072	0.0129	-0.0158
Si	-0.0198	5.4745	3.5137	0.0001	0.0003	-0.022
Si	5.4619	5.4767	3.3238	0.0102	-0.0177	0.0644
Si	2.7434	8.2063	3.4834	-0.0072	0.0067	-0.0139
Si	8.2271	8.1876	3.3772	-0.0132	-0.0064	0.0304
Si	1.3035	1.3672	4.6774	-0.0052	0.0075	-0.033
Si	6.8491	1.3065	4.9086	0.0014	-0.0031	0.0234
Si	4.0737	4.1194	4.643	-0.0054	0.0032	-0.035
Si	9.5401	4.0682	4.8936	0.0015	-0.0079	0.0192
Si	1.3627	6.8732	4.8907	0.0093	-0.0031	0.018
Si	6.8421	6.8053	4.6907	-0.0011	0.0008	-0.0307
Si	4.1148	9.5645	4.8926	0.0055	-0.0031	0.0227
Si	9.5826	9.5645	4.7466	-0.0006	0.0018	-0.0167
Si	2.635	0.0459	6.1101	-0.0074	-0.0077	-0.0225
Si	8.2405	-0.129	6.2634	0.0026	-0.0035	-0.0001
Si	-0.0075	2.6574	6.1952	0.0088	0.0012	-0.0054
Si	5.3923	2.7718	6.07	0.0018	0.0054	-0.0152
Si	2.7658	5.4383	6.1339	0.0014	-0.0083	0.0007
Si	8.1059	5.4424	6.1823	-0.0013	-0.002	-0.0114
Si	0.0091	8.2996	6.2373	0.0008	-0.0035	-0.0036
Si	5.5785	8.1576	6.1643	0.0043	-0.0024	-0.0079
Si	3.493	1.9475	7.1761	-0.0114	0.0116	0.0032
Si	10.0392	0.8347	7.4602	0.0001	0.003	-0.0077
Si	1.7897	3.6631	7.3423	0.0021	-0.0026	-0.005
Si	6.2241	4.5276	7.3847	0.0006	0.0052	0.0038
Si	4.6533	6.311	7.2596	-0.0019	-0.0011	-0.0074
Si	9.1827	7.1851	7.3305	-0.0013	0.003	0.002
Si	0.9104	10.162	7.5197	0.0018	0.0014	0.0061
Si	7.4356	8.8917	7.4927	-0.0086	0.0017	0.0078
O	4.5929	6.596	8.89	0.0011	-0.0007	-0.0011
O	1.4281	3.9886	8.9359	0.0046	-0.0084	-0.0012
O	9.7657	6.5276	8.7429	-0.0001	-0.0015	-0.0022
O	1.3329	10.1223	9.1497	-0.0017	-0.0013	-0.0064
O	6.096	4.224	9.0262	-0.0024	0.0105	-0.0146
O	3.7401	1.6465	8.7704	-0.0254	0.0175	-0.0481
O	7.183	8.9826	9.147	0.0063	-0.0191	-0.0274
O	9.6693	1.0901	9.0594	0.0036	-0.0036	-0.0006
O	8.3092	2.6702	22.7765	0.01	0.0024	0.0393
O	10.9315	5.6364	22.6161	0.0307	-0.0205	-0.0081
O	5.6219	0.0598	22.836	0.0425	-0.0569	0.079
O	5.4084	5.3941	22.6505	-0.0346	0.0075	0.0664
O	2.1391	2.8577	22.4501	0.0016	0.0263	0.0405
O	3.5023	7.9146	22.5095	0.0211	0.0006	0.0472
O	9.1156	8.4949	22.4092	-0.0428	-0.0519	-0.2663
O	-0.1554	11.2152	22.6576	0.056	0.0065	-0.0149
Si	2.221	2.9422	12.8757	-0.0004	0.0083	0.0085
Si	8.726	1.3335	10.3582	0.0141	-0.0057	0.0068
Si	1.1426	4.5079	15.334	0.0059	-0.0022	0.0069
Si	7.5818	5.5933	12.217	0.0105	-0.0123	0.017
Si	2.5298	8.1438	21.2311	-0.0177	0.0041	-0.0334
Si	5.4603	7.8188	12.4666	-0.002	-0.002	0.0133
Si	9.3566	0.4551	15.4813	-0.0019	-0.002	0.0025
Si	3.0393	-0.0148	16.6996	-0.0022	-0.0119	0.0011
Si	10.5365	1.1436	12.5827	-0.0092	0.0128	0.0028
Si	7.8275	2.8138	21.2497	-0.0023	-0.0219	-0.0273
Si	9.202	8.7861	14.4484	0.0023	-0.0023	0.0058
Si	1.5182	4.7679	10.3631	-0.0064	0.0034	0.0088
Si	4.558	9.491	19.1977	-0.0016	-0.021	-0.0293
Si	11.2258	6.0274	21.0559	-0.0428	-0.0185	0.0251
Si	6.7044	10.4608	14.8472	-0.0062	-0.0076	0.0009
Si	5.4503	0.6995	21.3421	-0.0136	0.0435	-0.0894
Si	2.3855	9.8162	10.3709	0.0023	-0.0051	0.0049
Si	0.5601	10.5962	21.3459	-0.0173	0.0364	0.0326
Si	5.9195	5.2674	21.1238	-0.004	0.0337	0.0171
Si	3.6735	7.0912	10.1127	0.0075	0.0108	0
Si	9.1185	5.6958	14.8515	-0.0037	-0.0008	-0.01
Si	3.734	4.0907	19.0742	-0.0003	-0.0133	-0.0106
Si	10.1274	3.6054	19.3562	-0.0145	-0.008	-0.0013
Si	4.3474	8.686	15.375	0.006	-0.012	0.0052
Si	0.5493	1.9148	17.1613	-0.0101	0.0145	0.0157
Si	6.9099	7.5568	19.289	-0.0259	-0.0102	0.0216
Si	5.3794	3.6514	16.7418	0.0034	-0.0076	-0.007
Si	7.9019	5.0257	17.5794	-0.0008	-0.015	-0.0085
Si	6.6994	9.9506	10.3668	0.0166	-0.0077	0.0261
Si	4.421	1.0678	10.0954	0.0017	-0.0135	0.0415
Si	0.02	9.0782	11.8881	0.0008	-0.0105	0.006
Si	9.4195	8.5439	20.7708	-0.0498	-0.138	0.468
Si	4.6483	1.688	14.5899	0.0106	0.0049	0.0053
Si	2.5553	2.0911	21.075	-0.0007	0.0075	-0.0292
Si	6.3669	3.3607	10.3805	-0.0173	0.0082	0.0141
Si	3.5202	5.926	16.7134	-0.0109	0.0039	0.0015
Si	9.9249	6.5226	10.3549	-0.0033	0.0069	0.004
O	0.1865	2.5547	18.6109	0.0087	-0.0243	-0.0334
O	3.0303	9.6594	15.6271	-0.0085	0.0092	0.0044
O	11.0585	4.6497	20.1995	0.0196	0.023	0.0261
O	7.6374	2.4538	9.9549	0.0038	-0.01	-0.0212
O	10.9674	5.3277	10.8039	0	-0.0019	0.0027
O	6.6417	6.7668	12.8593	-0.0021	0.0047	0.01
O	10.3834	8.0465	10.7665	-0.0072	-0.0092	-0.0062
O	7.7444	9.4721	13.9863	0.0007	-0.0017	0.0006
O	8.4667	6.2092	11.0004	0.0157	0.0083	-0.0102
O	5.3382	10.4438	20.2601	0.0237	-0.0268	-0.0114
O	2.2221	3.7185	11.4224	0	-0.0044	0.0018
O	8.0975	8.5638	19.802	0.0872	-0.036	0.0957
O	6.3245	6.7468	20.5846	0.0092	0.0434	-0.0299
O	5.6093	2.7546	15.3959	-0.0051	-0.0076	-0.0009
O	1.4963	0.8691	20.7183	-0.0095	-0.0096	-0.0116
O	6.0852	9.0876	11.6191	0.0056	0.002	0.0078
O	4.7463	5.0269	16.1283	0.0075	-0.0102	-0.001
O	6.7114	3.9128	17.6531	0.0057	0.0004	0.0077
O	10.5585	10.6511	11.7953	-0.0033	-0.0046	-0.0095
O	5.6694	0.5153	13.9994	-0.0016	-0.0013	-0.0014
O	8.1552	5.0959	15.9885	-0.0103	-0.0032	0.0035
O	9.8196	9.8159	15.5651	0.0014	0.001	0.0032
O	-0.3067	5.1817	15.1004	0.0053	-0.0063	0.0014
O	1.7683	6.7262	20.9072	0.0275	-0.0161	-0.0023
O	1.6152	0.6548	17.1892	-0.001	-0.0038	0.0033
O	6.7094	1.6566	20.9506	0.024	0.0242	-0.0311
O	1.0965	1.7472	12.8077	0.0126	0.0034	0.0001
O	3.2718	5.4791	18.2906	-0.0063	0.0071	0.0004
O	9.6082	2.0162	11.5649	0.0034	0.0065	0.005
O	1.0921	3.1428	16.2296	-0.0038	-0.0097	0.0053
O	8.6004	5.1414	13.4097	0.0014	0.0002	-0.0067
O	10.3418	8.5617	13.2991	0.0044	-0.0038	-0.0039
O	1.5209	9.3306	21.7177	0.0197	-0.0054	0.0182
O	10.3102	9.9093	20.4161	-0.0702	-0.1519	0.0434
O	3.2269	0.2156	10.8617	-0.0029	-0.0016	0.0027
O	5.124	2.3636	10.8329	0.0012	0.0137	0.0154
O	1.7799	4.1104	13.9037	0.0057	-0.0079	-0.0046
O	7.9462	10.902	10.847	0.0084	-0.0094	0.0108
O	9.2432	4.4888	18.3118	0.0082	-0.0117	0.0117
O	5.7352	9.5043	15.7765	0.0036	0.0008	-0.0001
O	5.5715	-0.0122	9.7183	-0.0077	-0.0043	-0.0233
O	3.6638	2.3031	13.4076	0.002	-0.0045	-0.002
O	2.0942	5.6598	15.9764	-0.0053	-0.0022	0.0054
O	9.7845	1.05	14.0203	-0.0055	-0.0022	0.0056
O	4.4343	6.9741	11.5347	0	-0.0043	0.0002
O	4.7773	4.5747	20.2143	-0.0447	-0.0333	-0.0163
O	10.0623	1.3382	16.6215	0.0042	0.0062	0.0032
O	6.6909	4.3424	11.6514	-0.0033	0.0013	0.0059
O	5.7059	8.4603	18.6433	0.0097	-0.0177	-0.0055
O	9.1326	2.6922	20.282	0.0083	-0.0068	-0.0101
O	3.7312	1.1563	15.8204	-0.0059	-0.0075	0.0018
O	4.3375	3.0992	17.8981	-0.0044	-0.0096	0.0087
O	10.1806	7.1194	20.4494	-0.2204	0.4188	0.0679
O	3.3784	8.6635	9.7933	0.0022	-0.0035	-0.002
O	4.0239	7.4431	16.3883	0.0016	-0.0042	0.0109
O	7.725	0.4889	15.7016	0.0002	-0.0016	0.0012
O	8.9774	7.3076	15.0434	-0.0023	0.0036	0.0024
O	4.0594	1.5226	21.3254	-0.0614	0.0284	-0.0007
O	1.6458	9.1464	11.6848	0.0138	-0.0021	0.0021
O	2.362	6.1498	10.1984	-0.0054	0.0007	-0.0038
O	7.4479	6.4767	18.1834	-0.0066	-0.0009	-0.0071
O	7.2339	4.3132	21.0345	0.0458	-0.0089	-0.0029
O	4.6071	8.2688	13.8022	-0.0001	-0.0044	-0.001
O	3.3769	8.6239	19.9272	-0.0197	-0.0167	0.0128
O	2.6164	3.1774	19.8445	0.0031	0.0039	0.0138
O	3.8693	10.4076	18.0241	-0.0016	0.0128	-0.0082

Results
free energy: -131423.312 eV
free energy less fixed offsets of O -568.88, P -755.39, Si -635.61 eV per atom: 0.538 eV

The program warned: the cutoff lies below the one the program advises for these potential files; the exchange-correlation potential is rough where the density is thin.
